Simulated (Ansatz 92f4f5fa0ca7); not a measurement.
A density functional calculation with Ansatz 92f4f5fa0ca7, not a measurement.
Periodic cell of 212 atoms, Si132O80, from a study of silicon, its oxide and their interface. The atomic structure is a simulated model.
Doubt: the cutoff is far below the 930 eV that the study's wrapper takes by default for these files, so forces and energies are approximate.
This geometry differs little from another in the collection (a relaxation step or a small displacement).

Settings
functional: PBE
potential files: Ansatz PAW
basis: plane waves
wave-function cutoff: 580 eV
density cutoff ratio: 5
exchange-correlation grid ratio: 1
k mesh: 1 x 1 x 1, Gamma-centred
self-consistency stop: 5e-08 eV per atom in the density residual
occupations: fixed
spin: none
net charge: 0

Cell vectors (angstrom)
a  10.938  0  0
b  0  10.938  0
c  0  0  31.3261

Atoms and the computed forces on them: element, x, y, z (angstrom), force x, y, z (eV/angstrom)
Si  -0.7771  0.5085  23.7908  0.2729  -0.4797  -0.2333
Si  5.9046  -0.4704  24.0877  -0.4788  0.3851  -0.01
Si  2.1564  3.5008  23.7502  0.5024  -0.3837  -0.2976
Si  8.6411  2.3515  24.0163  -0.4701  0.4423  -0.0491
Si  0.4593  5.2351  23.8612  -0.4022  0.5295  -0.1218
Si  4.9105  6.1137  23.9272  0.534  -0.3901  -0.2494
Si  3.0848  7.6927  23.8863  -0.5488  0.345  -0.2777
Si  7.6722  8.8392  24.0407  0.328  -0.5215  -0.1501
Si  1.2471  1.48  24.8418  0.0223  0.0064  0.0002
Si  6.8314  1.3875  25.2399  0.0645  -0.0355  -0.1601
Si  4.0094  4.2132  25.094  -0.0306  0.0568  -0.0256
Si  9.6402  4.1671  25.1332  -0.001  -0.0438  0.0608
Si  1.3968  6.8364  25.2885  0.0621  -0.0253  0.0585
Si  6.755  6.9447  25.1622  0.0049  0.0577  -0.0241
Si  4.0331  9.5217  25.1534  0.0826  0.0096  -0.0203
Si  9.4985  9.6974  25.2554  -0.0277  -0.0054  -0.0074
Si  2.6395  0.0733  26.3987  0.0949  0.0006  -0.0792
Si  8.1605  0.0504  26.637  -0.0168  0.0657  0.2109
Si  0.0241  2.7453  26.5112  -0.0894  0.0241  -0.0812
Si  5.4021  2.799  26.4726  0.012  -0.0209  0.0817
Si  2.7365  5.472  26.6113  0.0211  0.0624  0.2044
Si  8.1829  5.5103  26.475  -0.0478  -0.0554  -0.0712
Si  -0.0266  8.2508  26.5215  -0.0356  -0.0057  0.0276
Si  5.4187  8.2345  26.6051  -0.0601  0.0364  -0.0575
Si  4.1018  1.3673  27.9078  -0.3541  0.1114  -0.7643
Si  9.5708  1.3673  27.9078  0.2254  0.3622  0.27
Si  1.3673  4.1018  27.9078  0.0956  -0.2727  0.2783
Si  6.8362  4.1018  27.9078  -0.1086  0.1552  -0.5482
Si  4.1018  6.8362  27.9078  0.0175  -0.0715  0.642
Si  9.5708  6.8362  27.9078  -0.1403  0.1245  -0.3651
Si  1.3673  9.5708  27.9078  -0.0414  0.4187  -0.4893
Si  6.8362  9.5708  27.9078  -0.2567  0.0919  0.556
Si  0  0  29.2751  0.0483  0.0438  0.022
Si  5.469  0  29.2751  0.0574  -0.1427  -0.0079
Si  2.7345  2.7345  29.2751  -0.0485  -0.0205  0.0438
Si  8.2035  2.7345  29.2751  0.1401  0.0179  -0.0241
Si  0  5.469  29.2751  -0.0204  -0.0951  -0.0339
Si  5.469  5.469  29.2751  0.0232  0.0739  0.0421
Si  2.7345  8.2035  29.2751  0.1472  -0.0272  -0.009
Si  8.2035  8.2035  29.2751  -0.0468  -0.0354  0.019
Si  1.3673  1.3673  30.6423  0.0189  -0.0097  0.0215
Si  6.8362  1.3673  30.6423  -0.0697  0.0528  -0.038
Si  4.1018  4.1018  30.6423  0.0334  -0.0165  -0.002
Si  9.5708  4.1018  30.6423  -0.1169  0.0371  -0.014
Si  1.3673  6.8362  30.6423  -0.0383  0.0498  -0.0412
Si  6.8362  6.8362  30.6423  -0.0002  -0.0295  0.0167
Si  4.1018  9.5708  30.6423  -0.0365  0.0965  -0.0124
Si  9.5708  9.5708  30.6423  -0.0329  0.0202  -0.011
Si  2.7345  0  0.6835  0.0576  -0.0836  0.0175
Si  8.2035  0  0.6835  -0.0039  -0.0193  0.0095
Si  0  2.7345  0.6835  -0.0057  0.028  -0.0231
Si  5.469  2.7345  0.6835  0.0883  -0.0621  0.037
Si  2.7345  5.469  0.6835  0.017  0.0159  0.0053
Si  8.2035  5.469  0.6835  0.0875  -0.0382  0.0224
Si  0  8.2035  0.6835  0.0292  -0.0599  0.0273
Si  5.469  8.2035  0.6835  -0.0224  0.0172  -0.0186
Si  4.1018  1.3673  2.0507  -0.0487  0.0488  0.029
Si  9.5708  1.3673  2.0507  0.0029  0.0487  -0.0084
Si  1.3673  4.1018  2.0507  -0.0533  -0.097  -0.0383
Si  6.8362  4.1018  2.0507  -0.0753  0.0821  0.0222
Si  4.1018  6.8362  2.0507  0.0828  -0.0126  -0.0433
Si  9.5708  6.8362  2.0507  -0.1488  0.0424  0.0157
Si  1.3673  9.5708  2.0507  -0.0148  0.1212  0.0164
Si  6.8362  9.5708  2.0507  -0.0441  -0.0305  -0.0128
Si  0  0  3.418  0.2797  -0.0064  -0.1656
Si  5.469  0  3.418  -0.046  -0.3865  0.3864
Si  2.7345  2.7345  3.418  -0.2504  -0.0373  -0.371
Si  8.2035  2.7345  3.418  0.4878  0.0281  0.3798
Si  0  5.469  3.418  0.2668  -0.1254  0.8068
Si  5.469  5.469  3.418  -0.153  0.0905  -0.6535
Si  2.7345  8.2035  3.418  -0.0848  -0.3089  0.7454
Si  8.2035  8.2035  3.418  0.1071  -0.1883  -0.4165
Si  1.4117  1.3428  4.7958  0.065  -0.0506  -0.0044
Si  6.8882  1.3254  4.7663  -0.0059  -0.065  0.0423
Si  4.054  4.1445  4.7047  0.0705  0.0213  -0.1833
Si  9.6633  4.0361  4.8906  -0.013  0.0116  0.0461
Si  1.407  6.7774  4.9381  -0.0004  0.0085  -0.067
Si  6.8564  6.7898  4.722  -0.004  -0.111  -0.044
Si  4.1234  9.5035  4.8675  0.0639  0.0649  0.0386
Si  9.6432  9.4951  4.7239  -0.007  0.0178  -0.1096
Si  2.7322  -0.0488  6.2333  -0.0329  0.0567  -0.0272
Si  8.3083  -0.087  6.063  0.1542  -0.0515  0.0834
Si  0.1736  2.6477  6.3552  -0.013  -0.0224  0.0069
Si  5.4251  2.742  5.9108  -0.019  0.0414  -0.1893
Si  2.8406  5.3483  6.3469  -0.0218  0.0797  0.0408
Si  8.1913  5.4397  6.1324  -0.0616  0.0194  -0.0309
Si  -0.029  8.1814  6.26  -0.0769  0.0038  0.0114
Si  5.5263  8.0508  6.1932  -0.0434  -0.061  0.0125
Si  3.8274  1.7642  7.3069  0.6874  -0.4305  0.0566
Si  10.1169  0.7356  7.3899  -0.4834  0.5189  0.0185
Si  2.1385  3.4255  7.633  -0.4611  0.4499  0.4011
Si  6.3693  4.4045  7.2533  0.385  -0.5874  0.2169
Si  4.7832  6.1616  7.5196  -0.2629  0.4064  0.3975
Si  8.9827  7.2747  7.3971  0.3491  -0.4249  0.0153
Si  0.912  9.9869  7.5038  0.4625  -0.5213  0.2617
Si  7.3306  9.0821  7.2794  -0.3909  0.4124  -0.0512
O  1.3867  9.4779  9.0561  -0.2041  0.145  -0.5084
O  2.0803  3.7011  9.3235  -0.0063  -0.1324  -0.4772
O  9.4657  1.0983  8.8884  0.189  -0.2041  -0.2566
O  6.7015  9.8033  8.6569  0.113  -0.0866  -0.1106
O  4.8309  1.4518  8.6445  -0.3897  0.0851  -0.1447
O  4.7209  6.3235  9.1987  0.1461  -0.1238  -0.5273
O  6.6373  3.5442  8.693  -0.1243  0.3505  -0.1577
O  9.2173  6.5621  8.9081  -0.0929  0.1257  -0.3142
O  2.7522  3.4519  22.1688  -0.1777  0.058  0.3935
O  5.3129  10.8849  22.5802  0.0705  -0.175  0.2366
O  8.1631  3.0636  22.5909  0.227  -0.1262  0.1924
O  0.1815  6.1608  22.4367  0.1122  -0.3419  0.2709
O  8.2253  8.6438  22.4574  -0.1799  0.1701  0.2418
O  2.3175  7.8536  22.3619  0.2943  -0.1456  0.3018
O  5.5107  5.876  22.3906  -0.1574  0.1758  0.3053
O  9.93  10.7653  22.2341  -0.0903  0.2713  0.3107
Si  4.8851  -0.7257  18.5875  0.0275  -0.1807  -0.1739
Si  -0.8424  4.0532  16.9995  -0.0003  -0.0765  0.016
Si  1.466  2.9324  18.3295  -0.2109  -0.0323  -0.1486
Si  2.9161  4.2704  20.761  -0.0193  -0.0229  -0.274
Si  -0.3655  8.5971  19.2458  -0.0187  0.092  -0.2881
Si  4.2994  6.5079  10.7612  -0.1406  0.1886  0.2687
Si  8.758  9.8601  21.4842  0.1413  -0.1758  -0.2125
Si  7.6091  1.9517  11.8682  0.1164  0.0818  0.3291
Si  8.9283  -3.9625  17.0392  -0.1258  0.0413  -0.0211
Si  3.9868  8.2696  14.3706  -0.0075  0.0752  0.0938
Si  -2.6759  4.8897  12.7501  0.0335  -0.1806  0.3103
Si  7.0273  9.489  10.2169  -0.1567  0.1813  0.3622
Si  -5.1327  1.6244  16.8996  0.0375  -0.0544  -0.1228
Si  2.2137  6.2947  15.6219  -0.0073  0.0367  0.0178
Si  19.665  -3.9311  10.3896  0.0763  -0.0639  0.6622
Si  8.3483  1.9802  18.5204  0.1478  -0.0536  -0.3199
Si  6.1221  7.4966  18.4565  -0.0331  0.1453  -0.2428
Si  1.3019  6.9033  21.4581  -0.0272  0.0532  -0.2319
Si  5.6637  2.5368  9.552  0.1692  -0.127  0.2163
Si  9.5605  0.5027  10.3977  -0.0691  0.2293  0.335
Si  -0.1609  0.3807  17.8643  -0.0107  0.1142  -0.0776
Si  13.9677  14.7363  10.6659  0.0173  -0.0377  0.3058
Si  0.204  5.4155  13.766  -0.1119  -0.0847  0.0641
Si  10.8166  8.1168  12.2958  -0.0177  -0.1028  0.2852
Si  17.2866  6.8881  13.2313  0.0934  -0.0302  0.3042
Si  8.5872  8.6546  14.2843  -0.0067  0.0679  0.2017
Si  5.9757  0.4466  21.1931  -0.038  0.1047  -0.4266
Si  7.4653  3.0236  21.1391  -0.071  -0.1609  -0.3258
Si  5.7356  5.4751  20.8394  -0.06  0.0697  -0.2965
Si  7.7667  0.6982  14.523  -0.0212  -0.0566  0.0976
Si  12.366  -0.9161  10.6007  0.2125  -0.0154  0.3608
Si  1.9575  2.8335  13.364  -0.1195  0.0899  0.2787
Si  4.1152  9.4441  11.495  -0.1441  0.0013  0.2508
Si  -0.2371  1.7211  15.0942  -0.0096  -0.0782  0.1245
Si  3.5796  -2.7497  17.2067  0.0395  0.0727  -0.0325
Si  3.4198  3.3668  15.9551  0.0039  -0.0633  -0.051
O  9.1622  1.6831  11.4419  0.0242  -0.0908  -0.1566
O  7.1111  0.9465  13.054  -0.0062  0.0437  -0.1903
O  2.4864  2.7417  11.8197  0.0449  0.075  -0.2352
O  9.1761  0.5998  18.1957  -0.0891  0.0506  0.0819
O  9.3933  5.4651  16.707  0.0199  -0.0103  -0.0326
O  2.132  5.6941  20.7459  -0.0694  0.1408  0.1441
O  11.2953  6.6418  12.7335  0.0037  0.0603  -0.1062
O  -3.4783  6.9544  17.7347  -0.0283  -0.0298  0.0578
O  -4.1809  1.8759  18.2016  0.0294  0.0514  0.1648
O  3.6705  8.0096  10.854  -0.0529  -0.096  -0.1188
O  4.4506  4.607  20.3491  0.0451  -0.069  0.0639
O  11.5974  5.9365  15.2635  0.0292  -0.0705  -0.0163
O  -6.0447  0.3499  17.3552  -0.0161  0.009  0.0491
O  -0.942  7.6143  18.0832  0.0567  0.041  0.1282
O  9.6342  4.8109  13.6309  -0.0384  0.0905  -0.0923
O  4.0123  -1.6052  13.14  -0.0175  0.0246  -0.1448
O  17.086  9.1436  18.554  -0.0049  0.037  0.0499
O  7.1295  5.5543  13.7202  -0.0129  0.0348  -0.1231
O  1.1693  8.9571  11.8157  0.0354  0.0565  -0.1538
O  8.4049  -0.6518  10.6514  -0.1279  -0.021  -0.1204
O  16.6052  9.8069  11.1001  0.2398  0.0117  -0.191
O  3.8963  -1.9138  15.8151  -0.0445  -0.0784  0.0101
O  10.0231  8.8608  13.5246  0.0615  -0.0081  -0.1644
O  -2.3928  2.4254  20.0682  -0.0195  0.0558  0.1866
O  0.3065  -1.0733  18.4309  0.0081  -0.0946  0.0505
O  7.3588  -3.0491  10.3027  -0.014  -0.0413  -0.1991
O  5.966  -4.1283  19.9266  -0.0317  -0.1189  0.2418
O  3.1562  4.9838  15.9038  0.016  -0.0209  0.0137
O  2.9825  10.5171  10.9405  -0.1384  -0.0101  -0.1167
O  2.2468  7.2685  16.9542  0.0593  -0.0215  0.0287
O  14.1138  16.3071  11.1625  -0.0012  0.0019  -0.1279
O  0.0891  0.581  16.2445  0.0364  -0.0108  -0.028
O  0.661  7.8176  20.2513  0.1411  -0.1869  0.3069
O  3.5055  -1.6236  18.3973  0.0524  -0.0109  -0.0248
O  4.9085  2.9277  16.4769  -0.0115  0.046  0.0408
O  7.0526  4.5288  20.6872  0.0807  0.0131  0.1013
O  4.58  3.4052  10.3845  0.054  -0.0015  -0.1547
O  8.8238  -3.1902  15.6099  0.0557  -0.037  -0.0328
O  -6.137  7.1429  17.5508  -0.0234  -0.0358  0.0728
O  7.9839  -0.8795  14.8139  -0.0101  0.0032  -0.052
O  7.4768  -0.1767  21.0085  0.0893  -0.0388  0.1724
O  4.9263  0.0203  20.0193  0.0884  0.1075  0.2548
O  -4.1808  1.2715  15.6401  -0.0374  0.0295  -0.0141
O  8.4982  5.7136  11.3592  0.0526  0.0826  -0.2729
O  0.3877  4.1552  18.0779  0.0658  -0.0233  0.0373
O  10.7179  3.2429  15.7123  -0.0095  0.0579  -0.0325
O  9.8827  7.9711  10.9865  -0.0128  -0.0631  -0.1845
O  7.5453  8.0296  13.1759  -0.0682  -0.04  -0.1907
O  2.3661  3.2863  19.6034  0.1097  0.0492  0.1932
O  -1.7337  1.4514  14.5356  0.0486  0.0276  -0.0464
O  16.288  7.3811  14.3991  0.0435  -0.0386  -0.1341
O  2.7663  7.1738  14.3412  0.004  -0.0422  -0.0313
O  0.6825  12.476  18.6473  0.0405  0.0206  0.0339
O  6.1337  2.0709  21.1879  -0.0441  0.0365  0.1438
O  7.6087  3.4645  12.4092  -0.0387  0.041  -0.064
O  0.855  1.7087  13.8632  0.0539  -0.0032  -0.0861
O  3.1962  2.7747  14.4405  0.0023  0.0115  -0.0805
O  9.3547  9.1659  20.1506  -0.1481  0.0977  0.2163
O  5.5373  6.5275  11.8557  -0.0892  -0.0586  -0.1806
O  1.277  4.2979  13.3679  0.0729  -0.0205  -0.0987
O  11.1202  0.1422  10.7262  0.0353  0.0061  -0.0728
O  8.8903  3.1324  17.5394  -0.0695  0.0184  0.0631
O  2.3671  2.6894  16.9971  0.0289  0.0242  0.0243
O  6.6087  1.7397  10.6087  -0.1535  -0.0031  -0.2358

Results
free energy: -129410.064 eV
free energy less fixed offsets of O -568.88, Si -635.61 eV per atom: 0.856 eV

The program warned: the cutoff lies below the one the program advises for these potential files; the forces do not sum to zero within the program's tolerance; the exchange-correlation potential is rough where the density is thin.
